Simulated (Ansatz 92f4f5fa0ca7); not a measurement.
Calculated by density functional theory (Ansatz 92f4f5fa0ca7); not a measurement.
Periodic cell of 258 atoms, Si144O114, from a study of silicon, its oxide and their interface. The atomic structure is a simulated model.
This geometry differs little from another in the collection (a relaxation step or a small displacement).

Settings
functional: r2SCAN
potential files: Ansatz PAW
basis: plane waves
wave-function cutoff: 800 eV
density cutoff ratio: 5
exchange-correlation grid ratio: 1
k mesh: 1 x 1 x 1, shifted by 0.5 0.5 0 of a step
self-consistency stop: 1e-10 eV per atom in the density residual
occupations: fixed
spin: none
net charge: 0

Cell vectors (angstrom)
a, 10.88, 0, 0
b, 0, 10.88, 0
c, 3.9149, -0.4319, 35.8798

Atoms and the computed forces on them: element, x, y, z (angstrom), force x, y, z (eV/angstrom)
Si, 1.056, 1.6932, 1.4147, -0.0065, 0.0063, 0.0028
Si, 3.7882, 4.3769, 1.6572, -0.015, 0.0172, 0.0777
Si, 1.643, 6.6097, 1.5167, 0.0076, -0.0124, 0.0764
Si, 2.7602, -2.7144, 2.8563, 0.0015, -0.0008, -0.0053
Si, -3.8367, 1.0293, 1.4644, 0.0266, -0.0156, 0.0868
Si, -0.6987, 3.5007, 1.3536, 0.0131, -0.0187, 0.0753
Si, 6.3811, 7.1856, 1.0625, -0.0051, 0.0111, 0.0338
Si, -1.6302, -1.1533, 1.5961, -0.0098, 0.0138, 0.0566
Si, 2.6342, 2.7271, 2.8357, 0.0075, 0.0004, -0.0031
Si, 5.4666, 5.5966, 2.6885, -0.0008, -0.0064, -0.0065
Si, 4.243, -1.446, 1.5805, 0.0107, -0.0149, 0.0571
Si, 5.5003, -0.0114, 2.8875, 0.001, -0.002, -0.0016
Si, -2.6066, 2.7003, 2.5943, -0.0029, 0.0045, -0.0057
Si, 0.0496, 5.337, 2.6952, -0.0029, 0.0021, -0.0024
Si, 8.0051, 8.1015, 2.6773, 0.0081, 0.0014, -0.0037
Si, 0.0023, 0.0665, 2.7777, 0.0005, -0.008, -0.0034
Si, 1.3416, 4.0917, 4.2232, -0.003, -0.0017, -0.0015
Si, 4.1379, 6.8368, 4.1957, 0.0004, 0.0066, -0.0009
Si, 1.3612, -1.3279, 4.1018, 0.0008, 0.0024, 0.0002
Si, 4.0726, 1.3714, 4.1171, -0.0013, -0.0022, 0.0015
Si, 6.867, 4.1245, 3.9281, 0.004, 0.0018, 0.0013
Si, 9.469, 6.7349, 3.9638, -0.0007, -0.0043, 0.0008
Si, 6.796, 9.4532, 4.2055, -0.006, 0.0001, -0.0006
Si, -1.3786, 1.379, 4.1425, 0.0016, 0.0027, -0.0027
Si, -0.0375, 2.7234, 5.5337, -0.0001, 0.0011, 0.0021
Si, 2.7518, 5.4579, 5.4895, 0.0016, -0.0014, -0.0004
Si, -0.0362, 8.136, 5.3468, -0.0012, 0.0016, -0.0005
Si, 2.7169, 0.0092, 5.4886, 0.0003, 0.0012, -0.0008
Si, 5.4858, 2.7759, 5.3518, -0.0016, 0.0014, -0.0009
Si, 8.1609, 5.421, 5.4123, 0.0005, -0.0008, -0.0004
Si, 5.4376, 8.168, 5.5898, 0.0013, -0.0004, -0.0006
Si, 8.1714, -0.0147, 5.4713, 0.0032, -0.0021, 0.0008
Si, 1.3545, 1.3585, 6.8537, 0.0003, 0.0012, -0.0008
Si, 4.1251, 4.0787, 6.7745, 0.0005, 0.0004, -0.0012
Si, 1.3397, 6.8277, 6.7633, 0.0005, 0.0004, -0.0018
Si, 4.0569, 9.5431, 6.8853, 0.0003, 0.0002, -0.0002
Si, 6.7942, 1.3891, 6.7563, -0.0006, -0.0002, -0.0017
Si, 9.4831, 4.0955, 6.852, 0.0002, 0.0016, -0.0006
Si, 6.8268, 6.7655, 6.8416, 0.0004, -0.0004, -0.0008
Si, -1.3269, 9.5031, 6.7689, 0.0002, -0.0004, -0.0014
Si, 2.7574, 2.7441, 8.1415, 0.0014, 0.0013, -0.0007
Si, 5.4345, 5.4126, 8.1804, -0.0008, -0.0015, -0.0008
Si, 2.6655, 8.1596, 8.1867, -0.0014, -0.0005, -0.0012
Si, 5.4519, 0.0614, 8.1581, 0.0018, 0.0009, -0.001
Si, 8.1204, 2.7078, 8.1846, -0.0011, 0.0003, -0.0009
Si, 0.02, 5.4636, 8.145, 0.0004, 0.0017, -0.0005
Si, -2.6679, 8.163, 8.1346, 0.0015, 0.0013, -0.0007
Si, -0.0106, -0.0331, 8.1812, -0.0009, -0.0012, -0.0013
Si, 1.3933, 4.1018, 9.4898, 0.0012, -0.0009, -0.0007
Si, 4.0287, 6.7594, 9.5099, 0.0009, 0.0018, -0.0009
Si, 1.3348, 9.5167, 9.5724, 0.0009, 0.0007, -0.0008
Si, 4.096, 1.4112, 9.5245, 0.0001, 0.0009, -0.0006
Si, 6.751, 4.0465, 9.559, 0.0006, 0.0015, -0.0019
Si, -1.3032, 6.8348, 9.505, 0.0003, 0.0002, -0.0011
Si, 6.8483, -1.33, 9.4458, -0.0004, 0.0002, -0.0009
Si, 9.5016, 1.3415, 9.524, 0.0003, 0.0012, -0.001
Si, 0.0365, 2.7225, 10.8044, 0.0002, -0.0011, 0.0013
Si, 2.6955, 5.4113, 10.9538, -0.0009, 0.0004, 0.001
Si, 0.0165, 8.1407, 10.9696, 0.0009, 0.0003, 0.001
Si, 2.7183, 0.0573, 10.8276, -0.0004, 0.0009, 0.0007
Si, 5.3845, 2.7293, 10.9906, -0.0006, -0.0019, -0.0003
Si, 8.1849, 5.4514, 10.7558, -0.0009, -0.0006, 0.0033
Si, 5.4421, 8.1847, 10.7041, 0.0001, -0.0001, 0.0012
Si, 8.1513, -0.0141, 10.9102, 0.0007, -0.0004, 0.0001
Si, 1.3792, 1.3976, 12.2234, 0.0009, 0.0018, -0.0006
Si, 3.9783, 4.0477, 12.4113, 0.0007, -0.0016, 0.003
Si, 1.3697, 6.7655, 12.3628, 0.0007, 0.001, 0.0026
Si, 4.1193, -1.3307, 12.0511, -0.0007, 0.0028, -0.0009
Si, 6.7516, 1.3084, 12.2851, -0.002, 0.0009, 0.0032
Si, -1.336, 4.1042, 12.0833, 0.0011, 0.0021, 0.0005
Si, 6.7964, 6.8264, 12.0154, 0.002, -0.001, 0.0011
Si, -1.3576, 9.5208, 12.2988, 0.0008, -0.0005, 0.002
Si, 2.5804, 2.6741, 13.8686, -0.0027, -0.0007, -0.0021
Si, 5.4946, 5.5106, 13.459, -0.0014, 0.0081, -0.0028
Si, 2.8711, 8.2176, 13.4848, 0.0046, 0.0035, -0.003
Si, 5.3431, -0.0643, 13.6069, 0.0011, -0.0059, -0.0077
Si, -2.6572, 2.7111, 13.4313, 0.0071, -0.0011, -0.0036
Si, -0.1014, 5.3876, 13.6571, -0.0017, -0.0017, -0.0071
Si, 8.0452, 8.1564, 13.5059, -0.0067, 0.002, -0.0039
Si, 0.0742, 0.0009, 13.5966, 0.0062, 0.0037, -0.0021
Si, 0.6026, 3.552, 14.9817, -0.0035, 0.015, 0.0641
Si, 4.7043, 7.3293, 14.6912, -0.0025, 0.0015, 0.0006
Si, 1.8796, -0.9754, 14.7731, -0.0017, -0.0025, 0.0023
Si, 3.5537, 0.7696, 14.9436, 0.0104, 0.0057, 0.0617
Si, -3.5931, 4.513, 14.5387, -0.0069, -0.0113, 0.05
Si, 1.8198, -2.0172, 16.8731, -0.0044, -0.0114, 0.1252
Si, 6.3748, -1.7776, 14.8573, -0.0003, 0.0003, 0.0043
Si, -0.9647, 1.7637, 14.7326, -0.0021, -0.004, -0.0006
Si, -2.3104, 8.0768, 23.0301, -0.0461, 0.0099, 0.215
Si, 4.5373, 2.942, -7.9356, 0.0091, -0.0153, 0.143
Si, -1.6761, 1.255, 16.8906, 0.0051, -0.0092, 0.1216
Si, 0.029, 4.593, -3.7117, -0.0247, -0.0004, 0.2143
Si, 8.1614, 5.1486, 17.1542, -0.0175, 0.0032, 0.1628
Si, -2.0379, 6.3124, 14.6595, -0.0014, 0.0086, 0.0596
Si, -2.4107, 4.3769, 22.1546, 0.004, -0.0399, 0.2248
Si, -0.9848, -1.3839, 18.0161, 0.0041, -0.0356, 0.1822
Si, 5.8131, -0.4411, 25.9198, -0.0213, 0.0305, 0.2089
Si, 5.9589, 0.2107, -3.7805, -0.0309, -0.0101, 0.2528
Si, 2.9529, 0.931, -3.1233, 0.0078, 0.0343, 0.2359
Si, -2.3596, 3.143, -8.2509, 0.008, 0.0115, 0.1855
Si, -2.1242, 0.628, 25.6902, 0.0046, 0.0067, 0.2377
Si, -0.8087, 3.9844, 17.6922, 0.0074, 0.0283, 0.1519
Si, 2.5247, 2.1335, 23.0242, 0.0162, -0.0061, 0.2291
Si, -1.7426, 0.0961, 22.8961, 0.0001, 0.0252, 0.1939
Si, 3.9726, 6.7429, 16.7831, 0.0114, -0.0233, 0.1527
Si, 0.9102, 0.4132, -7.3915, 0.0065, -0.025, 0.2467
Si, 4.1094, -0.0599, 17.8594, -0.0056, 0.0216, 0.2081
Si, 4.1838, 1.9712, 20.2703, 0.0177, 0.014, 0.2581
Si, 2.2601, 3.8722, -3.1142, 0.0246, -0.0139, 0.1464
Si, 5.3932, 5.8046, 25.0351, -0.0308, -0.011, 0.2073
Si, 6.5923, 6.2699, -1.2613, 0.0046, -0.0008, 0.1908
Si, 5.8711, 7.8821, -3.8489, 0.0295, -0.0229, 0.2662
Si, 5.6247, -2.4852, 23.5361, 0.0056, -0.0085, 0.2204
Si, 2.1977, 0.2585, -0.1866, -0.0148, -0.0091, 0.1768
Si, 1.1268, -0.5558, 22.5823, -0.0197, 0.0104, 0.1576
Si, 0.2915, -2.2693, -0.5038, 0.0049, 0.0147, 0.1955
Si, 4.4737, 3.993, -1.1718, 0.0438, 0.0073, 0.1764
Si, 3.3724, -2.1279, 21.6229, -0.0163, 0.0148, 0.2307
Si, 5.7378, 7.5034, -6.8267, -0.0182, -0.0071, 0.2476
Si, 5.1871, 2.8778, 24.5073, 0.017, 0.0244, 0.2501
Si, 0.7335, 4.5983, 22.542, -0.0157, -0.0039, 0.2063
Si, 2.7288, 7.6163, -6.5007, 0.0073, -0.0076, 0.2449
Si, 7.6141, 6.2747, 19.7805, 0.019, 0.0032, 0.2338
Si, 2.1922, 3.1558, -8.2244, -0.0096, 0.0129, 0.1901
Si, 0.5108, 7.4999, -3.2448, -0.0408, 0.0085, 0.2238
Si, -2.5228, 5.6871, 24.8654, 0.0185, -0.022, 0.2386
Si, -1.8543, -2.0348, -9.6336, -0.0054, 0.0317, 0.218
Si, 1.5814, -1.1368, -4.9162, 0.0072, -0.0301, 0.2536
Si, 6.5849, 1.9007, -1.4094, 0.0017, 0.0301, 0.1999
Si, 3.0545, 6.448, -3.9405, 0.015, -0.0339, 0.1973
Si, 7.0375, -0.8428, 16.9685, 0.0095, -0.0029, 0.1261
Si, 6.4447, -0.9591, -8.4382, -0.0083, -0.0017, 0.2183
Si, 0.9592, 5.358, 19.7638, 0.0321, 0.0286, 0.2107
Si, 3.7395, 4.7747, 18.7965, -0.0103, -0.0413, 0.1803
Si, 0.0322, 4.5985, -6.8221, -0.0135, -0.0162, 0.2732
Si, 4.9647, 7.3109, 19.4783, -0.0109, 0.0292, 0.2119
Si, 0.2344, 7.1137, -8.2156, 0.0448, -0.0054, 0.2324
Si, 6.2863, 5.1995, -8.6101, 0.031, 0.0102, 0.2126
Si, 1.5794, 7.4303, 23.4904, 0.0183, 0.0123, 0.2294
Si, -0.8229, 7.7542, 20.2313, -0.0074, -0.02, 0.2247
Si, -0.9321, 0.7989, -9.4548, -0.0137, 0.0228, 0.1856
Si, 6.6376, 1.4022, -6.5781, -0.0041, -0.0367, 0.2559
Si, 6.8288, 1.824, 22.0501, 0.0219, -0.0104, 0.218
Si, -2.0065, 4.0114, -1.4412, -0.0145, 0.0092, 0.2104
O, -0.8077, 4.3025, 22.1749, 0.0059, 0.0057, -0.0734
O, -1.0519, -1.9601, 0.3134, 0.036, -0.0231, -0.0841
O, 4.1154, 5.1625, 17.2507, 0.0091, 0.0435, -0.1138
O, 3.9653, 0.9126, 16.5537, -0.0174, 0.0159, -0.1202
O, -2.5647, -1.6801, 17.6351, -0.0475, 0.0156, -0.0735
O, -1.364, 7.7958, 21.7539, 0.057, -0.0173, -0.174
O, 4.3493, 7.3579, -3.7579, -0.011, 0.0046, -0.0761
O, 6.7243, 0.6743, -2.4326, -0.0217, -0.0544, -0.1394
O, 6.2565, 1.3956, 0.0896, -0.0123, 0.022, -0.1335
O, -1.4045, 5.1375, 25.8779, -0.0644, 0.0319, -0.1537
O, -0.7916, -2.5505, -8.519, -0.0404, 0.026, -0.0958
O, -0.711, 0.1385, 17.5857, -0.0095, 0.0385, -0.0687
O, 1.5023, 4.7371, 21.1439, 0.0095, 0.0216, -0.1536
O, -0.0904, 4.1509, -5.2673, -0.0148, 0.0032, -0.2317
O, 3.4503, -0.474, 0.5416, -0.0306, 0.0301, -0.0721
O, 5.6426, -0.6746, 17.8402, 0.0389, -0.0157, -0.0828
O, 8.1922, -0.0493, 1.0152, -0.0097, 0.0061, -0.0366
O, 1.7679, -0.5253, -8.4182, 0.0188, -0.0022, -0.1376
O, 5.6474, 1.7436, 20.9552, -0.0692, 0.0005, -0.1229
O, 2.0079, 7.0001, -2.8206, 0.0213, -0.0095, -0.0876
O, 3.3366, 4.8587, -3.8636, 0.0107, 0.0355, -0.0705
O, -1.9579, 2.0619, -9.4238, 0.0193, -0.0354, -0.0903
O, 7.6699, 0.6755, 16.8371, 0.0048, 0.0076, -0.051
O, 2.8064, -1.8158, -5.7435, 0.015, -0.0232, -0.1065
O, 3.1127, 2.0802, 21.5016, 0.0499, -0.0023, -0.1625
O, 2.7328, 5.4831, 1.0322, 0.0063, -0.0031, -0.0462
O, 7.2512, 5.3523, 18.5064, 0.0266, -0.0366, -0.14
O, 6.9802, 8.0537, 22.724, 0.0314, -0.006, -0.0827
O, -0.3295, 0.0097, 22.0923, 0.0151, -0.0053, -0.0702
O, -0.1874, 8.1532, -1.9578, 0.0133, -0.0383, -0.1574
O, 6.714, 0.8667, -5.0508, 0.0295, 0.0516, -0.1968
O, -0.7625, -1.6352, 19.6185, -0.0071, 0.0419, -0.1341
O, 6.4875, 7.4122, 19.9951, -0.0188, -0.0045, -0.078
O, -1.8878, 6.9618, 19.3334, -0.0074, -0.0078, -0.0904
O, 8.0367, 4.6351, 23.6883, 0.0115, -0.0346, -0.1527
O, 0.2573, -2.2226, 17.3588, 0.0487, 0.0072, -0.0809
O, 6.3699, 7.4149, -5.3231, -0.0094, -0.0103, -0.1937
O, 7.6372, 4.348, -8.8899, -0.0155, 0.0164, -0.0684
O, 7.8305, 3.0097, 21.6462, 0.005, 0.0137, -0.0729
O, -0.3757, 6.15, -7.0621, 0.0021, 0.0384, -0.1056
O, 3.9186, 0.736, 19.2641, -0.0014, -0.0709, -0.1516
O, 4.8776, 7.5464, 17.8901, -0.0223, -0.0068, -0.1484
O, 4.087, 3.2973, 19.3331, -0.0088, 0.0526, -0.0918
O, 6.9261, 5.947, 25.5874, 0.0161, 0.0025, -0.0847
O, 5.3903, 2.8794, -1.9112, -0.0048, -0.013, -0.066
O, 5.2461, 4.373, -7.6825, 0.0047, 0.0064, -0.0704
O, 7.8661, 5.5113, 21.1808, -0.0289, 0.0611, -0.153
O, 2.8718, -1.1331, 17.7958, -0.0316, -0.0166, -0.085
O, 6.623, 6.5382, -7.7653, 0.016, -0.0547, -0.1129
O, 1.5947, 1.8652, -7.4425, 0.0137, 0.0191, -0.0835
O, 5.1941, 4.4604, 24.1805, -0.0017, -0.0182, -0.0808
O, 0.5415, -2.2675, -4.4133, 0.0269, 0.0515, -0.1165
O, 7.8926, 5.2993, -1.3692, 0.0171, -0.0187, -0.0659
O, 2.9079, 3.9179, -1.6036, -0.0682, 0.0039, -0.1203
O, 1.7215, 3.2458, -9.792, -0.0408, 0.0056, -0.1963
O, 2.0827, -0.3229, -3.6274, -0.035, -0.0534, -0.1258
O, -2.263, 6.4967, 16.3201, 0.0082, 0.0226, -0.0984
O, -0.6199, 0.5138, -7.8867, -0.0277, 0.0056, -0.1099
O, -1.1309, 3.9183, -2.792, 0.0766, 0.0165, -0.1374
O, 2.3488, -0.9512, 25.7648, -0.0014, -0.0176, -0.0779
O, 7.9928, 2.6752, -1.345, -0.0053, -0.006, -0.065
O, 0.8419, -1.9695, 23.3881, -0.0009, 0.0232, -0.0839
O, 6.2162, 2.0731, 23.54, 0.0417, -0.0263, -0.1435
O, -0.9545, 3.6796, -7.6909, -0.0423, -0.0336, -0.0944
O, 2.3734, 2.3457, -3.6621, -0.0115, -0.0033, -0.074
O, 4.4404, 0.7384, -3.6861, 0.0309, -0.0139, -0.0815
O, 0.8327, -0.122, -5.8936, -0.0285, 0.0561, -0.1651
O, 4.1799, 7.0697, -6.9189, 0.0253, -0.006, -0.0824
O, 1.1651, -0.9185, -0.6016, -0.0051, -0.0233, -0.0693
O, 4.4607, 0.459, 25.6958, 0.0179, 0.0005, -0.086
O, 2.1762, 5.1597, 18.764, 0.0246, -0.0027, -0.0791
O, 7.1493, 0.4394, 25.765, 0.0109, -0.0041, -0.0767
O, 4.0254, -2.485, 20.2108, 0.0476, -0.0438, -0.1453
O, 4.5715, -1.6595, 22.6285, -0.054, 0.0055, -0.118
O, 2.2198, -0.9915, 21.4469, 0.031, -0.0129, -0.0853
O, 2.4392, 7.3407, 16.887, 0.0033, 0.0124, -0.0636
O, 5.6557, -1.8565, -7.3594, 0.0207, 0.0516, -0.1084
O, 0.7829, 6.0218, 23.3433, -0.0086, -0.0423, -0.0867
O, 0.4315, 3.9263, 16.6095, 0.0361, -0.0234, -0.1141
O, 0.5538, 6.9105, 20.0915, -0.0028, -0.0134, -0.0756
O, -0.3028, 6.1859, -3.6737, 0.0031, -0.0152, -0.0698
O, 3.6949, 2.3887, 24.1117, -0.0576, -0.0135, -0.115
O, 1.82, 0.696, 23.3675, -0.0058, -0.0081, -0.0769
O, 5.2492, -2.4989, 0.8063, 0.0091, -0.011, -0.0375
O, 1.0967, 7.3947, 0.1979, -0.0261, 0.0335, -0.0983
O, 7.173, 4.2761, 16.1833, -0.0197, -0.0122, -0.0984
O, 7.5244, -1.9696, -9.0654, 0.0505, -0.022, -0.0885
O, 5.5145, -0.2813, -9.5691, -0.0382, 0.0372, -0.1118
O, -1.6027, 1.0333, 24.2142, 0.0139, -0.0167, -0.159
O, 7.6873, 2.576, -6.9642, 0.0271, 0.0248, -0.0988
O, 7.8141, 0.5176, 22.0532, -0.0282, 0.0121, -0.0777
O, 5.9211, -1.6421, 24.8783, -0.0005, -0.0676, -0.1399
O, 5.1958, 2.3659, -9.3127, 0.0093, -0.0442, -0.1182
O, -1.4819, 2.5115, 17.9013, -0.0062, -0.0203, -0.0748
O, 4.51, 3.6382, 0.3997, 0.0123, -0.0093, -0.1257
O, 5.0917, 1.9055, -6.7856, -0.0433, 0.0397, -0.1089
O, -1.9506, 7.0482, 24.2149, 0.0072, 0.0494, -0.1115
O, -1.0041, 4.0477, -0.1668, -0.0396, 0.0229, -0.1425
O, 7.1044, 0.2299, -7.5839, -0.0004, -0.0473, -0.1105
O, 5.185, 5.4402, -1.4077, -0.0257, -0.0143, -0.0735
O, 4.475, 5.8027, 19.8192, -0.0064, -0.0065, -0.0793
O, 5.0037, 6.9975, 24.0284, 0.0012, 0.0475, -0.0989
O, 5.9672, -1.3962, -3.8058, -0.0001, -0.0091, -0.0825
O, -2.0126, -1.3344, 23.5725, 0.0064, -0.0206, -0.0788
O, 2.2561, 6.5851, -5.3445, -0.0127, 0.0348, -0.1578
O, 6.6568, 7.2791, -2.5503, -0.0357, 0.0625, -0.1828
O, 2.1646, 7.406, 24.9985, -0.0224, -0.0339, -0.1664
O, 1.4363, 3.3286, 23.2569, -0.0152, 0.0251, -0.0765
O, 1.5474, 4.4054, -7.3924, 0.0466, -0.0332, -0.1011
O, 2.832, 0.9465, -1.5054, 0.0399, 0.0156, -0.1814
O, 2.6956, 7.4503, 22.3203, 0.0296, 0.0136, -0.1052
O, -0.2697, 4.5142, 19.1385, -0.0564, -0.0389, -0.1313
O, 1.6568, 7.6732, -7.6832, -0.0729, -0.0136, -0.1283
O, 0.4971, 6.2658, -9.563, 0.0367, -0.0196, -0.1541

Results
free energy: -157128.391 eV
free energy less fixed offsets of O -570.45, Si -639.56 eV per atom: -0.451 eV

The program warned: the cutoff lies below the one the program advises for these potential files; the forces do not sum to zero within the program's tolerance; empty levels may hold ghost states of the PAW files; the exchange-correlation potential is rough where the density is thin.
